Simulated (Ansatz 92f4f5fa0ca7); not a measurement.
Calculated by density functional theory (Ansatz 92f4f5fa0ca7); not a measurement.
Periodic cell of 351 atoms, Si241O110, from a study of silicon, its oxide and their interface. The atomic structure is a simulated model.
Doubt: the cutoff is far below the 930 eV that the study's wrapper takes by default for these files, so forces and energies are approximate.
This geometry differs little from another in the collection (a relaxation step or a small displacement).

Settings: functional PBE; potential files Ansatz PAW; basis plane waves; wave-function cutoff 580 eV; density cutoff ratio 5; exchange-correlation grid ratio 1; k mesh 1 x 1 x 1, Gamma-centred; self-consistency stop 5e-08 eV per atom in the density residual; occupations fixed; spin none; net charge 0.

Cell vectors (angstrom)
a	11.6015	0	0
b	0	13.3963	0
c	0	0	40.2868

Atoms and the computed forces on them: element, x, y, z (angstrom), force x, y, z (eV/angstrom)
Si	0	2.2327	1.1851	0.0017	0.0395	0.0149
Si	3.8672	2.2327	1.1851	0.0116	0.0096	0.014
Si	7.7343	2.2327	1.1851	0.006	0.0327	-0.0173
Si	1.9336	5.5818	1.1851	-0.0004	0.0138	-0.0218
Si	5.8008	5.5818	1.1851	0.0084	0.012	0.0333
Si	9.6679	5.5818	1.1851	-0.0018	-0.0018	0.0163
Si	0	8.9308	1.1851	0.0126	0.0034	0.025
Si	3.8672	8.9308	1.1851	-0.0009	0.0192	0.0037
Si	7.7343	8.9308	1.1851	0.0032	0.0066	0.0122
Si	1.9336	12.2799	1.1851	0.0138	-0.0221	-0.0012
Si	5.8008	12.2799	1.1851	-0.0037	-0.0044	-0.0158
Si	9.6679	12.2799	1.1851	0.0066	-0.0042	-0.0133
Si	1.9336	1.1164	1.9745	0.0115	-0.0139	-0.0189
Si	5.8008	1.1164	1.9745	0.0024	-0.0221	-0.0125
Si	9.6679	1.1164	1.9745	-0.064	-0.0456	-0.0159
Si	0	4.4654	1.9745	0.0376	-0.0801	0.0006
Si	3.8672	4.4654	1.9745	-0.0529	-0.0149	-0.0037
Si	7.7343	4.4654	1.9745	0.0105	-0.0739	-0.0034
Si	1.9336	7.8145	1.9745	0.0222	-0.0581	-0.0065
Si	5.8008	7.8145	1.9745	-0.0405	-0.0066	-0.0064
Si	9.6679	7.8145	1.9745	-0.0167	-0.04	-0.0184
Si	0	11.1635	1.9745	-0.0359	0.0268	-0.0092
Si	3.8672	11.1635	1.9745	0.0131	0.0364	0.0009
Si	7.7343	11.1635	1.9745	-0.0397	0.0041	-0.0059
Si	1.9336	1.1164	4.3426	0.0577	-0.0031	0.1575
Si	5.8008	1.1164	4.3426	-0.0066	-0.0399	-0.006
Si	9.6679	1.1164	4.3426	-0.1778	-0.0775	0.0456
Si	0	4.4654	4.3426	0.0959	-0.195	-0.1187
Si	3.8672	4.4654	4.3426	-0.1203	-0.0257	0.0817
Si	7.7343	4.4654	4.3426	0.0364	-0.1806	-0.1422
Si	1.9336	7.8145	4.3426	0.0658	-0.1231	-0.0833
Si	5.8008	7.8145	4.3426	-0.1419	-0.0088	0.1108
Si	9.6679	7.8145	4.3426	-0.0346	-0.1247	-0.0336
Si	0	11.1635	4.3426	-0.0878	0.0777	-0.2036
Si	3.8672	11.1635	4.3426	0.0645	0.1284	-0.2882
Si	7.7343	11.1635	4.3426	-0.147	0.0559	-0.1234
Si	0	0	35.9462	-0.0486	0.0535	0.1277
Si	3.8672	0	35.9462	-0.0805	0.0623	-0.0405
Si	7.7343	0	35.9462	0.201	0.1359	0.0027
Si	1.9336	3.3491	35.9462	-0.0421	0.242	0.024
Si	5.8008	3.3491	35.9462	0.0258	0.2175	-0.0491
Si	9.6679	3.3491	35.9462	0.1269	-0.0404	-0.3177
Si	0	6.6981	35.9462	0.1553	-0.1358	-0.0764
Si	3.8672	6.6981	35.9462	-0.0814	0.0246	0.043
Si	7.7343	6.6981	35.9462	0.0369	0.0293	-0.0222
Si	1.9336	10.0472	35.9462	0.0212	-0.0677	-0.1001
Si	5.8008	10.0472	35.9462	0.1818	-0.0419	0.0258
Si	9.6679	10.0472	35.9462	-0.0737	-0.0372	0.2199
Si	0	0	38.3144	-0.0109	0.0169	-0.0116
Si	3.8672	0	38.3144	-0.0267	0.014	0.009
Si	7.7343	0	38.3144	0.0622	0.0607	-0.0081
Si	1.9336	3.3491	38.3144	-0.0045	0.1075	0.0064
Si	5.8008	3.3491	38.3144	0.013	0.0831	0.0109
Si	9.6679	3.3491	38.3144	0.0304	-0.0063	0.0103
Si	0	6.6981	38.3144	0.0615	-0.044	-0.0021
Si	3.8672	6.6981	38.3144	-0.0318	0.0243	-0.0012
Si	7.7343	6.6981	38.3144	0.0085	0.0332	0.0117
Si	1.9336	10.0472	38.3144	0.0148	-0.0063	0.0169
Si	5.8008	10.0472	38.3144	0.0598	-0.0074	0.0099
Si	9.6679	10.0472	38.3144	-0.029	-0.0078	0.0037
Si	0	2.2327	39.1038	0.0042	-0.0393	-0.0133
Si	3.8672	2.2327	39.1038	-0.0104	-0.0092	-0.0285
Si	7.7343	2.2327	39.1038	-0.0118	-0.0334	-0.0084
Si	1.9336	5.5818	39.1038	-0.0011	-0.0158	0.0463
Si	5.8008	5.5818	39.1038	-0.0084	-0.0141	-0.0072
Si	9.6679	5.5818	39.1038	0.0006	0.0064	-0.0302
Si	0	8.9308	39.1038	-0.0175	0.0025	-0.0254
Si	3.8672	8.9308	39.1038	-0.0008	-0.0152	-0.012
Si	7.7343	8.9308	39.1038	0.0018	-0.0012	0.03
Si	1.9336	12.2799	39.1038	-0.0142	0.0198	-0.0025
Si	5.8008	12.2799	39.1038	0.0044	0.0004	-0.0324
Si	9.6679	12.2799	39.1038	-0.0056	-0.0025	0.01
Si	0.2678	-0.016	28.7349	-0.049	-0.0148	0.0927
Si	3.8906	0.0588	29.1323	0.0149	0.0144	0.0713
Si	7.955	0.1493	28.7899	-0.0471	-0.0105	0.0879
Si	2.1021	3.4744	28.6409	-0.0895	-0.0055	0.0434
Si	5.8734	3.2723	28.9749	0.0224	-0.0166	0.1087
Si	9.6147	3.5551	28.7561	-0.0091	-0.0112	0.0437
Si	0.1207	6.9755	28.7043	0.0057	-0.1264	0.0171
Si	4.0237	6.7673	28.7326	-0.0297	0.0151	0.0729
Si	7.7656	6.9046	28.8693	0.0384	-0.1209	0.0524
Si	2.0404	10.3179	28.977	-0.0152	-0.0679	0.0684
Si	5.93	10.2285	29.1393	-0.1027	0.0269	0.1125
Si	9.5884	9.9298	28.6996	0.0453	0.0199	0.1208
Si	0.062	2.3274	29.2747	0.0105	0.0052	-0.0307
Si	3.876	2.3255	29.7472	0	0.0108	-0.0775
Si	7.8678	2.3076	29.7613	0.001	0.002	-0.0674
Si	2.01	5.7076	29.4491	0.0603	0.0296	-0.0516
Si	5.9065	5.5959	29.5487	-0.0349	0.029	-0.0556
Si	9.7827	5.7847	29.5203	-0.0179	0.1032	-0.0703
Si	0.0595	9.1167	29.5898	-0.0518	0.0838	-0.089
Si	3.9347	9.0161	29.5981	0.0496	-0.0029	-0.1051
Si	7.7747	9.0082	29.9029	0.021	0.0266	-0.1297
Si	2.005	12.4043	30.0408	-0.0128	0.0279	-0.1458
Si	5.9486	12.4879	29.7313	0.1198	0.0022	-0.1373
Si	9.8169	12.2438	29.3945	0.0328	-0.0375	-0.06
Si	0.0306	2.2935	31.7884	0.0102	-0.0315	-0.0847
Si	3.8709	2.2965	32.0835	0.0353	-0.013	-0.0132
Si	7.7957	2.2714	32.0892	-0.0165	0.0159	-0.0595
Si	1.971	5.6441	31.8776	0.0096	0.0028	-0.079
Si	5.8557	5.6079	31.9455	0.002	0.0081	-0.0466
Si	9.7287	5.6714	31.9213	-0.0088	-0.0038	-0.0438
Si	0.0409	9.0134	31.9723	0.0165	-0.0414	0.0133
Si	3.9093	8.9681	31.9807	0.0055	0.0323	-0.0616
Si	7.7922	8.9785	32.1951	-0.0156	0.0035	-0.0153
Si	1.9578	12.3412	32.3067	0.0133	0.0003	-0.045
Si	5.8773	12.3892	32.0745	-0.0551	-0.0338	-0.0173
Si	9.7415	12.2845	31.8609	-0.0008	0.0182	-0.0617
Si	1.9155	1.2249	32.8271	-0.0467	0.0173	0.047
Si	5.829	1.1985	32.8522	-0.015	0.0308	0.0498
Si	9.7478	1.1273	32.7071	0.0264	-0.0201	0.0859
Si	0.0411	4.5036	32.6831	-0.0054	-0.0052	0.0989
Si	3.8924	4.5456	32.7608	-0.0125	0.0029	0.0609
Si	7.8014	4.5326	32.7624	0.014	-0.0086	0.0759
Si	1.9649	7.8564	32.7403	-0.0287	-0.0041	0.0811
Si	5.823	7.8294	32.7959	0.0113	-0.0112	0.0617
Si	9.7479	7.8552	32.8196	0.0246	-0.0118	0.0374
Si	-0.0032	11.1951	32.8463	-0.0184	-0.0063	0.0381
Si	3.9445	11.1966	32.8205	0.0343	-0.0093	0.0921
Si	7.807	11.2486	32.8063	0.0097	-0.0088	0.0678
Si	1.9192	1.1401	35.18	0.0238	-0.0058	0.0142
Si	5.8026	1.1272	35.1915	-0.0004	-0.0035	0.03
Si	9.6883	1.1089	35.1144	-0.0147	0.0123	-0.0093
Si	0.005	4.4624	35.1026	-0.0019	0.0085	-0.0086
Si	3.8665	4.4786	35.1411	0.0101	0.0004	0.0138
Si	7.744	4.4762	35.143	-0.0032	0.0074	0.001
Si	1.9339	7.8131	35.131	0.0049	0.0142	0.0012
Si	5.795	7.8084	35.1591	0.0014	0.0039	0.0224
Si	9.6851	7.8118	35.1724	-0.0137	0.0106	0.0297
Si	-0.014	11.162	35.1897	0.0155	0.0009	0.0192
Si	3.8833	11.1591	35.176	-0.0041	0.0123	-0.0114
Si	7.7479	11.1804	35.1666	-0.0019	-0.0053	0.0145
Si	-0.0078	0.0028	5.122	-0.0069	0.0034	-0.0005
Si	3.876	-0.0049	5.1455	-0.0201	0.0053	0.028
Si	7.7158	-0.0117	5.1562	0.0195	0.0047	0.0171
Si	1.9318	3.341	5.1701	-0.0044	-0.0045	0.0087
Si	5.7975	3.3514	5.1222	-0.0127	-0.0167	-0.0201
Si	9.6754	3.3427	5.1281	-0.0098	-0.0049	-0.0167
Si	0.0031	6.6799	5.1015	-0.0089	0.002	-0.0121
Si	3.8614	6.6898	5.1569	0.0039	-0.0196	0.0154
Si	7.725	6.6771	5.1052	-0.0017	0.0249	0.0023
Si	1.9355	10.0531	5.0682	-0.0011	-0.0177	-0.0538
Si	5.7877	10.0577	5.1258	-0.0023	-0.0271	0.0164
Si	9.6598	10.0468	5.0947	0.0013	-0.0035	-0.0129
Si	-0.0627	-0.0318	7.4825	-0.0023	-0.0145	-0.0719
Si	3.8616	-0.0501	7.5294	0.0482	-0.0011	-0.0944
Si	7.6522	-0.0761	7.5477	-0.0537	-0.0203	-0.088
Si	1.9175	3.2728	7.5722	0.0287	-0.0159	-0.0821
Si	5.7764	3.3097	7.4804	0.0236	0.0244	-0.0538
Si	9.6728	3.2857	7.4913	0.0134	0.001	-0.0524
Si	-0.0145	6.6024	7.4458	-0.0017	0.0055	-0.0579
Si	3.8118	6.6329	7.5474	-0.015	0.0312	-0.1051
Si	7.6755	6.5926	7.4552	-0.0089	-0.0368	-0.0676
Si	1.8919	10.0341	7.3859	-0.0029	0.0424	-0.0172
Si	5.7132	10.0192	7.4907	-0.0117	0.0079	-0.1092
Si	9.6041	9.9911	7.4328	0.0208	-0.0098	-0.0672
Si	-0.0301	2.156	8.3732	-0.0124	-0.013	0.0735
Si	3.8954	2.174	8.3251	-0.0426	-0.0288	0.0065
Si	7.7158	2.1912	8.2184	-0.0142	-0.021	0.0466
Si	1.8792	5.5	8.3626	0.0129	0.0293	0.0755
Si	5.7455	5.5076	8.3409	0.0181	0.0017	0.0775
Si	9.6375	5.5226	8.2297	-0.0058	0.0116	0.0418
Si	-0.019	8.868	8.0477	-0.0476	-0.0149	-0.0045
Si	3.7567	8.9063	8.2275	0.0619	-0.0683	-0.0023
Si	7.644	8.8349	8.093	0.0203	0.0683	0.062
Si	1.8839	12.254	8.1883	-0.0081	0.0113	0.0916
Si	5.7231	12.1843	8.467	0.0139	0.0488	0.1276
Si	9.6074	12.2082	8.2463	0.0444	0.0189	0.0541
Si	-0.0653	2.0591	10.7917	0.0061	0.0064	0.0459
Si	3.9433	2.0919	10.6972	0.0939	-0.0011	0.1129
Si	7.7178	2.1667	10.5545	0.011	0.0415	0.1088
Si	1.8141	5.422	10.772	-0.0735	-0.0578	0.0831
Si	5.6887	5.4391	10.7502	-0.0794	-0.0204	0.083
Si	9.6116	5.4894	10.5821	0.0521	-0.0435	0.0937
Si	-0.0533	8.8172	10.3336	0.0398	0.0474	0.1261
Si	3.6405	8.8562	10.5674	-0.1386	0.1197	0.1176
Si	7.5479	8.721	10.3929	-0.0062	-0.1128	0.12
Si	1.7861	12.2379	10.5255	0.0082	-0.0547	0.0943
Si	5.6313	12.0669	10.9777	-0.0611	-0.0584	-0.0003
Si	9.513	12.1263	10.5989	-0.0826	-0.0848	0.0738
Si	1.9959	1.0269	11.4346	-0.0342	0.0006	-0.0773
Si	5.9498	0.9624	11.5558	-0.0665	-0.0306	-0.0348
Si	9.5173	0.9315	11.4491	0.0718	0.0097	-0.0333
Si	-0.1684	4.2885	11.5298	0.0228	0.0582	-0.072
Si	3.7476	4.2776	11.5607	0.0497	0.0539	-0.0502
Si	7.7206	4.4023	11.4386	0.0188	0.0415	-0.078
Si	1.7437	7.7018	11.4133	0.0368	0.0192	-0.0789
Si	5.5428	7.7313	11.2649	0.1374	-0.0286	0.033
Si	9.611	7.7852	11.0873	-0.0587	-0.0198	-0.0171
Si	-0.1139	10.9959	11.2117	0.0263	0.0027	-0.058
Si	3.448	10.9998	11.6129	0.119	-0.0116	-0.0663
Si	7.6569	10.8204	11.3602	-0.0179	0.2478	0.0247
O	5.887	3.9944	14.338	0.0335	0.0078	-0.0027
O	12.6167	-0.6952	14.2128	0.0474	0.0822	0.0007
O	13.1969	2.4814	24.7669	-0.0133	-0.0113	0.008
O	5.976	11.5837	16.2082	0.0094	-0.0041	-0.0157
O	3.973	2.4781	15.3124	-0.0111	-0.0054	-0.0131
O	6.4515	1.0091	13.1756	0.0457	0.0234	-0.0098
O	8.0665	4.5066	13.0699	-0.041	-0.0187	0.0003
O	11.6311	10.7244	12.8533	0.0135	0.0187	-0.031
O	3.1005	-0.3642	20.8275	0.002	-0.0039	0.0089
O	5.1881	7.9671	12.8917	0.0095	-0.0248	-0.0651
O	2.7426	10.9005	13.1677	-0.1287	0.0235	0.097
O	0.4633	7.9071	15.5367	-0.008	0.0093	-0.0084
O	15.3914	10.6012	21.2438	0.0051	0.0048	-0.0075
O	1.493	-2.6661	22.9325	0.0081	-0.0003	0.0176
O	6.9796	3.771	25.3446	0.0002	0.003	0.0453
O	6.3145	10.4225	27.5438	-0.0354	0.0083	0.0748
O	12.4688	13.1153	27.1616	0.0388	-0.0175	-0.0079
O	-0.8522	-2.0435	24.0478	0.0055	-0.0042	0.0239
O	2.1833	10.8039	27.3667	0.0211	0.0406	0.0322
O	5.7899	2.7668	27.404	-0.0053	-0.01	-0.0304
O	13.8352	7.6596	25.6267	-0.0067	0.0102	0.0112
O	-1.0593	9.4438	17.1104	0.0012	-0.004	-0.0077
O	9.2795	9.4339	27.1091	-0.0422	-0.0246	-0.0566
O	11.5075	6.5531	24.6281	0.0188	0.0079	0.0229
Si	4.5914	8.2097	18.4825	0.0286	-0.0064	0.0056
Si	14.499	-10.8939	18.6378	-0.0041	-0.0086	-0.0027
Si	0.4118	9.3128	16.3565	-0.0053	0.0197	0.0314
Si	-2.9886	3.647	25.6309	0.0217	0.0036	0.0046
Si	9.3243	6.5718	21.1868	0.0201	-0.0041	0.0263
Si	3.0508	31.4064	22.8711	-0.0103	0.011	-0.0413
Si	10.9232	9.1061	20.8327	0.0143	0.0031	0.0067
Si	15.9174	3.9084	14.6541	-0.034	0.0077	-0.0304
Si	3.554	13.8857	22.1358	-0.006	0.0039	0.0012
Si	2.0065	9.654	19.0322	-0.02	-0.0092	-0.0058
Si	19.3107	15.7279	20.3552	0.0132	0.004	-0.0016
Si	-5.7176	15.9979	25.7965	-0.0005	0.0213	-0.0227
Si	8.3078	-4.9854	26.227	0.0162	-0.0052	0.0393
Si	11.7193	2.0746	19.2624	0.0006	-0.0022	-0.0163
Si	19.0876	3.9976	14.5118	-0.0065	-0.0106	0.0056
Si	16.4744	-10.3668	20.993	-0.0355	0.0009	-0.0052
Si	19.4664	1.0377	14.0507	-0.0296	-0.0114	-0.049
Si	15.3711	-1.633	20.0856	-0.0053	-0.0049	-0.0013
Si	-2.5094	-4.4396	16.5019	0.0098	0.0005	0.0389
Si	21.2539	17.6295	19.1208	0.0196	0.0289	-0.0247
Si	4.1598	27.9424	16.2259	-0.001	-0.0169	0.0354
Si	12.8514	2.3574	23.1549	0.0133	0.0068	-0.0422
Si	12.2204	7.7021	25.5698	-0.0096	-0.016	0.0203
Si	23.3263	10.1114	23.623	-0.0119	-0.0003	-0.0179
Si	3.9787	7.3619	22.8046	0.0099	-0.0064	-0.0417
Si	21.8466	14.7252	21.7706	0.017	-0.0071	-0.0047
Si	13.9126	12.3652	26.8376	-0.034	0.0108	0.0722
Si	6.7785	-0.4192	16.4006	-0.0234	0.0048	0.0095
Si	12.838	-2.2675	13.8697	0.0791	0.001	-0.0696
Si	-5.0977	8.0264	20.9327	-0.0269	0.008	-0.018
Si	-2.4477	5.7926	16.3468	0.0154	0.0062	0.0438
Si	-4.8032	12.817	19.4073	0.0064	-0.0186	-0.0309
Si	-8.6323	10.1172	22.5684	-0.0087	-0.0113	-0.0082
Si	2.8574	16.7009	25.4442	0.0107	0.0097	0.0173
Si	-2.1449	12.1694	23.4689	0.0092	-0.0045	-0.0089
Si	-3.4982	14.1431	25.5745	0.0172	0.0082	0.0159
Si	-3.3332	10.6295	21.1464	0.0144	0.0024	0.0147
Si	6.2136	-3.3855	16.4999	-0.003	0.0055	0.0269
Si	17.4405	23.4727	26.0427	0.0167	-0.0366	-0.0655
Si	-0.1362	4.8249	14.648	-0.0077	-0.0232	-0.0274
Si	1.5923	7.2554	14.5591	0.0087	0.0141	-0.025
Si	4.1759	33.3341	15.9906	-0.0032	0.0073	0.0475
Si	-1.7026	6.3232	24.3506	-0.0096	-0.0149	-0.0163
Si	12.4346	16.0027	16.5975	-0.003	-0.001	0.0031
Si	3.847	7.6626	25.7906	-0.0066	-0.0313	0.0642
Si	4.1432	-1.4775	24.485	0.0301	-0.0065	-0.0529
Si	13.6294	13.9177	14.512	-0.0194	-0.0406	0.0097
Si	-2.9069	-4.4166	13.5538	-0.0039	-0.0022	-0.0258
Si	6.0648	21.3701	14.2517	0.0126	-0.0062	-0.0228
O	-0.4022	4.1583	13.1836	-0.0032	0.0141	0.0644
O	3.5725	-9.2052	13.226	0.0195	-0.0178	0.0292
O	9.8512	8.2464	12.6838	-0.006	0.0038	-0.0634
O	5.4737	11.5512	25.382	-0.0131	0.0013	0.0269
O	13.2142	7.9128	13.0675	-0.0137	-0.0231	0.0273
O	9.6231	18.4739	17.7333	0.0028	-0.0214	0.0179
O	16.8555	-1.1993	19.4953	0.0025	-0.0002	0.0097
O	11.2815	15.5318	22.7669	-0.0097	-0.0018	0.0159
O	-4.6434	14.3412	19.9474	-0.0003	0.0076	0.0109
O	-11.6332	3.7507	15.8587	0.0132	-0.0189	0.0037
O	3.5529	13.2135	27.5098	-0.0108	-0.0191	0.043
O	10.4166	7.5875	20.4916	-0.0009	0.0026	-0.0013
O	-5.981	20.2019	15.2772	-0.0015	-0.005	-0.0283
O	18.0691	3.3094	20.7847	0.0084	-0.0014	0.0145
O	16.0541	7.1734	24.3621	0.0092	-0.0048	-0.011
O	25.6742	16.9564	27.001	0.0076	-0.014	0.0065
O	18.7406	22.6634	25.4235	-0.0168	0.0177	0.0308
O	8.0167	15.8779	14.806	0.0081	0.0318	-0.0171
O	2.0597	16.7218	17.4627	0.0066	-0.0043	0.0026
O	7.6104	7.7663	13.7923	-0.0121	0.0079	0.0012
O	14.6579	-5.9345	15.2443	0.0134	0.0008	-0.0203
O	-3.811	11.8948	20.2718	-0.0066	0.0158	-0.0085
O	14.0217	1.1347	13.0511	-0.0362	-0.0366	-0.0238
O	3.041	-8.7446	24.5191	-0.0017	0.0072	-0.0035
O	15.7931	6.689	27.0632	0.0102	0.0182	-0.0335
O	9.1217	7.5667	25.0893	-0.005	-0.003	0.0164
O	15.2278	1.3092	17.7721	-0.0134	0.0169	0.0135
O	11.0898	9.1691	22.4557	-0.0043	-0.0029	0.0028
O	9.401	4.8368	24.8463	-0.0018	0.002	0.0207
O	9.9873	13.2601	22.3928	0.004	0.0143	0.0036
O	-4.1903	12.8743	17.8916	-0.0044	0.0028	0.0317
O	11.6614	20.7548	27.073	0.0202	0.0239	0.0429
O	-2.2059	18.5585	20.4139	-0.0108	0.0034	0.0104
O	7.8576	13.267	15.207	0.0064	-0.0172	0.0145
O	4.0211	3.2483	19.579	0.0019	-0.0013	0.0082
O	3.8498	18.3683	15.7942	0.0003	-0.0156	-0.0208
O	19.3871	7.0565	21.0385	0.0019	-0.0001	0.0128
O	20.1157	16.4375	19.1096	-0.0128	-0.0081	-0.001
O	8.0277	10.3501	12.9379	0.0002	-0.0668	-0.1376
O	1.4882	9.3201	17.5507	0.0134	0.0066	-0.0045
O	12.5659	10.4145	15.2966	-0.0184	-0.0252	0.0046
O	2.7667	12.3327	25.279	-0.0032	0.0001	0.0038
O	14.2918	-2.234	19.0029	0.0079	0.0077	0.0034
O	14.4665	8.5151	22.5397	0.0067	-0.002	0.016
O	20.4276	20.7512	16.7006	0.0035	0.0033	-0.0227
O	0.2908	-4.1988	24.9695	0.0098	0.0201	0.0098
O	12.8732	28.4282	15.3931	-0.0101	-0.0108	-0.0054
O	-3.4152	0.2944	27.1427	-0.0059	0.008	-0.0104
O	4.5101	-4.2749	26.1307	-0.0001	0.0084	0.0157
O	5.3712	7.6177	22.0184	-0.0046	0.0106	0.0293
O	7.0538	9.5445	21.1499	-0.007	-0.0241	0.007
O	22.7406	16.9958	19.3767	-0.0078	0.0013	0.0118
O	-3.864	9.698	17.0701	0.0054	0.0027	-0.0215
O	8.4884	-2.2878	22.6946	-0.0136	-0.0096	0.0041
O	5.0955	22.8609	17.5531	-0.0092	-0.0113	0.0052
O	-5.0693	14.5662	25.3104	-0.0187	-0.0028	0.0305
O	27.1429	23.8621	23.8015	-0.0072	0.0009	0.0215
O	3.325	13.4085	15.3893	-0.0056	0.0162	-0.0203
O	23.1707	15.0906	17.6659	0.0005	0.0126	0.0031
O	-5.8735	14.2111	16.3405	0.0069	-0.01	-0.0208
O	9.6486	6.368	22.7575	-0.0079	0.0039	-0.0297
O	9.175	0.808	13.0906	-0.0256	0.0123	-0.0245
O	7.6533	20.6767	27.2341	0.0115	0.0428	0.0317
O	12.8431	5.6723	14.4784	0.0058	0.0057	-0.0151
O	4.328	-0.3627	23.3054	-0.0054	0.0071	0.0115
O	8.6226	12.9021	24.6637	0.0014	-0.0153	-0.0009
O	9.3099	9.4274	14.9648	0.01	0.0024	0.0089
O	2.1572	1.108	22.6617	0.0131	0.0014	0.0218
O	9.0386	17.1677	27.2045	-0.0061	0.009	0.0064
O	13.3413	3.7438	22.4134	0.0092	0.0079	0.0294
O	8.8051	15.5	21.574	-0.0142	0.0063	0.0125
O	-5.6636	9.3863	15.0251	0.0021	0.0053	0.0045
O	15.9408	15.9924	25.2617	-0.0071	-0.0068	0.0268
O	10.2488	5.7832	15.1378	-0.0247	0.0183	-0.0108
O	13.3136	1.989	19.6522	-0.0032	0.0026	-0.0018
O	-0.6872	14.4973	20.286	-0.0006	0.001	-0.0065
O	0.7404	-3.9055	20.0841	0.0041	-0.0006	0.006
O	-3.7255	4.9649	15.759	-0.0111	0.0009	-0.0244
O	4.4058	17.3931	22.2085	0.0013	-0.0114	0.0101
O	9.6753	-3.2838	20.4679	-0.0011	0.0012	-0.0044
O	5.8184	7.8368	19.4703	0.0042	0	0.0206
O	14.6602	6.1171	22.3022	0.0136	-0.014	0.0306
O	3.2324	8.5926	19.3117	-0.0041	-0.0002	0.0063
O	-7.3386	20.2947	17.5679	0.0041	0.0112	0.001
O	9.0134	2.0893	25.224	0.0015	-0.0113	0.0253
O	4.6578	14.9288	21.5822	-0.0087	0.0171	0.0106

Results
free energy: -215760.522 eV
free energy less fixed offsets of O -568.88, Si -635.61 eV per atom: -1.712 eV

The program warned: the cutoff lies below the one the program advises for these potential files; the exchange-correlation potential is rough where the density is thin.
